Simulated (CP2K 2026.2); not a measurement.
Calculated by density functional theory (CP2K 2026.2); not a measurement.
Periodic cell of 1149 atoms, Si864O285, from a study of silicon, its oxide and their interface. The atomic structure is a simulated model.
Doubt: the forces sum to 2.51 eV/angstrom along one axis rather than to zero, so they err by at least 0.0022 eV/angstrom per atom on average; the grid cutoff is modest.

Settings: functional PBE; method Gaussian and plane waves; basis set DZVP-MOLOPT-SR-GTH; pseudopotentials GTH-PBE; grid cutoff 350 Ry, relative cutoff 50 Ry; k points Gamma only; occupations fixed; spin none; net charge 0.

Cell vectors (angstrom)
a	32.64	0	0
b	0	16.32	0
c	2.5525	2.285	39.1015

Atoms: element, x, y, z (angstrom)
Si	31.9041	14.5371	2.7592
Si	1.6609	1.3251	2.7421
Si	31.144	4.3884	2.8351
Si	2.0412	6.3558	2.931
Si	31.173	9.9557	2.7892
Si	1.0278	12.7431	3.0875
Si	4.5021	14.3641	3.1038
Si	7.0496	0.9328	3.2364
Si	3.6728	4.5284	2.8236
Si	6.596	7.0968	2.6885
Si	4.2252	9.1244	2.9456
Si	6.218	12.7192	2.9621
Si	8.7704	15.5796	3.0013
Si	12.5645	0.812	2.7691
Si	9.2327	3.9745	2.6716
Si	11.3581	7.4935	2.7763
Si	9.7461	9.2458	3.157
Si	12.5462	11.6928	2.8434
Si	14.1093	15.2205	2.5563
Si	17.0831	2.0457	2.7985
Si	15.195	3.5873	2.941
Si	18.0898	6.4941	2.7906
Si	14.2986	9.97	2.8974
Si	17.6323	12.2183	2.4956
Si	20.8829	14.9554	2.3533
Si	23.859	0.9151	2.6534
Si	19.6334	4.6643	2.707
Si	22.787	7.8969	2.0694
Si	20.8989	9.255	2.8011
Si	23.8474	11.7624	2.8678
Si	25.726	15.5302	2.6616
Si	28.6529	1.5181	2.7175
Si	25.4901	4.1651	2.858
Si	29.0489	6.7551	2.4362
Si	25.5636	10.0204	2.8332
Si	29.2718	11.5087	2.7139
Si	32.8023	16.3142	4.0573
Si	2.8443	2.7435	4.1661
Si	32.8093	5.4716	4.0649
Si	2.8732	7.9757	4.4349
Si	32.6727	10.9694	4.2518
Si	2.7223	13.618	4.4108
Si	5.3869	16.1613	4.3715
Si	8.1521	2.671	4.2843
Si	5.4715	5.4829	4.0503
Si	8.0373	8.143	4.2358
Si	5.2948	10.8912	4.1159
Si	8.0141	13.6581	4.1588
Si	10.7717	16.2902	4.0918
Si	13.5203	2.5391	4.1667
Si	10.629	5.4986	3.9168
Si	13.3226	8.1829	4.0056
Si	10.8898	10.8768	4.2828
Si	13.4201	13.5253	4.0338
Si	16.3806	16.5349	4.1282
Si	18.9097	2.8457	3.9795
Si	16.2721	5.4564	3.9667
Si	19.1908	8.1474	4.0626
Si	16.221	10.9025	3.9243
Si	18.825	13.5994	3.9811
Si	22.0171	16.3192	3.8479
Si	24.4981	2.5808	4.1726
Si	21.586	5.2376	3.9397
Si	24.384	8.3047	3.9279
Si	21.9588	10.9178	4.0859
Si	24.7521	13.68	3.9417
Si	27.2769	16.4904	4.101
Si	30.0377	2.7587	4.1055
Si	26.9582	5.4257	4.1436
Si	30.0819	8.2463	3.9502
Si	27.3864	10.8859	4.0632
Si	30.0647	13.5058	3.8716
Si	31.3733	1.3361	5.4095
Si	1.3816	4.0296	5.4979
Si	31.3868	6.8519	5.3688
Si	1.398	9.4849	5.5031
Si	31.2531	12.2784	5.5462
Si	1.4085	15.0759	5.6306
Si	4.1041	1.37	5.5814
Si	6.7568	4.0919	5.4866
Si	4.2391	6.6743	5.7056
Si	6.7072	9.5743	5.5125
Si	4.0037	12.1262	5.6457
Si	6.7739	14.8859	5.7284
Si	9.5815	1.3678	5.5788
Si	12.1193	4.1107	5.2821
Si	9.3963	6.7291	5.5226
Si	12.2062	9.4975	5.6117
Si	9.4456	12.2815	5.4618
Si	12.0761	14.8556	5.4553
Si	14.8875	1.3026	5.5898
Si	17.6088	4.1394	5.4531
Si	14.8471	6.8295	5.2594
Si	17.672	9.5428	5.2654
Si	14.9698	12.3135	5.3756
Si	17.6275	15.0019	5.4351
Si	20.4305	1.3592	5.1567
Si	22.9845	3.9524	5.3584
Si	20.5134	6.7899	5.4176
Si	23.1839	9.5564	5.5057
Si	20.4218	12.3133	5.2495
Si	23.2468	14.9299	5.3221
Si	25.9464	1.409	5.5615
Si	28.5535	4.1207	5.3855
Si	25.6394	6.8504	5.3952
Si	28.5793	9.3999	5.4107
Si	26.0676	12.3487	5.3926
Si	28.673	14.9471	5.258
Si	29.9734	16.2951	6.7224
Si	32.6529	2.7003	6.8468
Si	29.9524	5.4889	6.7119
Si	32.6543	8.1598	6.844
Si	29.8931	10.8323	6.8095
Si	32.6385	13.6438	6.8834
Si	2.7345	16.4017	6.9818
Si	5.4605	2.7279	6.9022
Si	2.7422	5.3514	6.9157
Si	5.4871	8.172	6.9666
Si	2.6771	10.7947	6.972
Si	5.3863	13.5075	6.9835
Si	8.1853	16.3203	6.9286
Si	10.906	2.7806	6.8461
Si	8.1027	5.3955	6.9129
Si	10.8036	8.1068	6.8601
Si	8.1174	10.8959	6.8441
Si	10.7863	13.571	6.8893
Si	13.4997	16.2165	6.8242
Si	16.29	2.7355	6.8202
Si	13.5454	5.4327	6.6694
Si	16.2865	8.1682	6.6363
Si	13.6431	10.912	6.8017
Si	16.2753	13.6457	6.7923
Si	19.1012	16.3491	6.6535
Si	21.6729	2.6375	6.732
Si	19.0569	5.4625	6.7559
Si	21.815	8.1635	6.8057
Si	19.0495	10.9179	6.634
Si	21.799	13.6235	6.6726
Si	24.5331	16.2971	6.7677
Si	27.2648	2.803	6.8574
Si	24.3443	5.4066	6.7152
Si	27.1372	8.1196	6.7527
Si	24.6102	10.9613	6.7282
Si	27.3504	13.6746	6.7812
Si	31.2721	14.9933	8.2076
Si	1.344	1.404	8.2906
Si	31.2663	4.1027	8.1308
Si	1.3738	6.7787	8.2019
Si	31.2771	9.5167	8.1855
Si	1.3306	12.2424	8.2394
Si	4.0638	14.9552	8.2786
Si	6.8176	1.3674	8.2548
Si	4.0822	4.0285	8.2903
Si	6.8257	6.7951	8.2964
Si	4.0699	9.4714	8.3071
Si	6.7908	12.194	8.2949
Si	9.5088	14.9502	8.2814
Si	12.2354	1.3583	8.1772
Si	9.5114	4.0613	8.2328
Si	12.2296	6.7585	8.1409
Si	9.4786	9.5081	8.198
Si	12.2309	12.2187	8.1709
Si	14.9072	14.9322	8.1867
Si	17.7145	1.3522	8.0824
Si	14.9076	4.1112	8.1137
Si	17.6553	6.8341	8.0597
Si	15.002	9.5174	8.1061
Si	17.6947	12.2509	8.0628
Si	20.4379	14.9844	8.0495
Si	23.1122	1.3329	8.0864
Si	20.37	4.0527	8.1079
Si	23.1076	6.7776	8.1671
Si	20.3788	9.5458	8.0587
Si	23.1583	12.2675	8.0596
Si	25.9055	14.9714	8.1316
Si	28.6149	1.3551	8.1246
Si	25.8003	4.1339	8.1131
Si	28.5511	6.7947	8.1051
Si	25.8797	9.5556	8.1285
Si	28.5922	12.2422	8.1703
Si	32.6214	16.3325	9.5924
Si	2.7167	2.7149	9.6563
Si	32.6254	5.4333	9.5363
Si	2.7003	8.1127	9.6192
Si	32.6148	10.8745	9.5755
Si	2.6965	13.5911	9.6095
Si	5.4506	16.3115	9.6043
Si	8.1723	2.7102	9.6126
Si	5.4344	5.4291	9.6145
Si	8.1777	8.1596	9.6209
Si	5.4318	10.8434	9.6418
Si	8.1496	13.581	9.62
Si	10.8878	16.3308	9.5782
Si	13.6077	2.7212	9.5133
Si	10.892	5.4272	9.5547
Si	13.6133	8.1513	9.4646
Si	10.8764	10.8555	9.5355
Si	13.5757	13.5726	9.55
Si	16.3307	16.318	9.4585
Si	19.025	2.7106	9.4842
Si	16.3008	5.4698	9.4471
Si	19.0175	8.19	9.4372
Si	16.3557	10.8812	9.462
Si	19.0617	13.6171	9.4171
Si	21.7665	16.3144	9.4685
Si	24.4601	2.7287	9.4516
Si	21.7305	5.4161	9.4849
Si	24.4978	8.1747	9.4697
Si	21.7735	10.8978	9.4147
Si	24.5042	13.6116	9.4611
Si	27.2295	16.3466	9.4991
Si	29.9349	2.7285	9.5089
Si	27.1866	5.4586	9.486
Si	29.8967	8.1516	9.5076
Si	27.2137	10.8981	9.5206
Si	29.9302	13.6027	9.5468
Si	31.2356	1.3975	21.7807
Si	33.9956	4.0952	21.7808
Si	31.2769	6.8304	21.7543
Si	33.9957	9.5236	21.7547
Si	31.2584	12.2744	21.7616
Si	33.9738	14.9529	21.7597
Si	4.0818	1.3234	21.7992
Si	6.7917	4.0232	21.7793
Si	4.0944	6.7715	21.8064
Si	6.8049	9.4648	21.8334
Si	4.1002	12.1775	21.7899
Si	6.8135	14.9006	21.794
Si	9.5481	1.3042	21.761
Si	12.2329	4.0203	21.7733
Si	9.5264	6.7314	21.7896
Si	12.2495	9.4567	21.7626
Si	9.5363	12.1631	21.809
Si	12.2947	14.9057	21.766
Si	14.9636	1.3119	21.7624
Si	17.6947	4.0573	21.7683
Si	14.9641	6.7456	21.7463
Si	17.7099	9.5228	21.7449
Si	15.0052	12.223	21.7518
Si	17.6979	14.9444	21.7341
Si	20.4119	1.3989	21.7604
Si	23.102	4.1109	21.7204
Si	20.3866	6.8365	21.7229
Si	23.1316	9.5885	21.7414
Si	20.413	12.2699	21.7273
Si	23.121	15.0143	21.7396
Si	25.8033	1.3895	21.7324
Si	28.5355	4.1361	21.733
Si	25.8223	6.867	21.7391
Si	28.5374	9.5909	21.7475
Si	25.8088	12.3286	21.7518
Si	28.5033	15.017	21.7509
Si	29.8283	16.382	23.1265
Si	32.6195	2.7546	23.1267
Si	29.8848	5.5069	23.0972
Si	32.6462	8.1813	23.1177
Si	29.8711	10.9629	23.1245
Si	32.6068	13.6288	23.1341
Si	2.7168	16.2583	23.1304
Si	5.4507	2.6675	23.1673
Si	2.7198	5.433	23.1669
Si	5.4628	8.0801	23.211
Si	2.7227	10.8304	23.144
Si	5.4847	13.497	23.1546
Si	8.1865	16.2758	23.1191
Si	10.9119	2.6205	23.1498
Si	8.1365	5.3761	23.1406
Si	10.9223	8.0591	23.139
Si	8.1653	10.8144	23.205
Si	10.9733	13.4988	23.1116
Si	13.6225	16.2716	23.1583
Si	16.3314	2.6598	23.1115
Si	13.5818	5.3946	23.1166
Si	16.3517	8.113	23.0582
Si	13.6315	10.8384	23.0697
Si	16.3866	13.5635	23.1245
Si	19.0346	16.3353	23.0759
Si	21.7783	2.7681	23.1303
Si	19.0596	5.4549	23.098
Si	21.7465	8.2252	23.0545
Si	19.0553	10.9276	23.0981
Si	21.7843	13.6294	23.0792
Si	24.4464	16.3821	23.1343
Si	27.1539	2.7765	23.0549
Si	24.4465	5.493	23.0593
Si	27.1683	8.2535	23.1008
Si	24.4566	10.9926	23.1247
Si	27.1164	13.72	23.1398
Si	31.1929	15.0062	24.452
Si	33.9863	17.6572	24.4339
Si	31.2307	4.1416	24.4538
Si	34.0109	6.835	24.5132
Si	31.2611	9.5679	24.4182
Si	34.0238	12.2588	24.4501
Si	4.0736	14.8317	24.4587
Si	6.8119	17.5907	24.5132
Si	4.0843	4.0506	24.5151
Si	6.813	6.6835	24.6007
Si	4.0531	9.436	24.5301
Si	6.8279	12.1849	24.6142
Si	9.6121	14.8969	24.38
Si	12.2532	17.5851	24.5729
Si	9.4952	3.9776	24.4336
Si	12.2706	6.7251	24.559
Si	9.537	9.3784	24.4841
Si	12.3218	12.1349	24.5134
Si	15.0324	14.9149	24.4718
Si	17.686	17.6343	24.4954
Si	14.921	3.9913	24.4246
Si	17.6855	6.7871	24.4582
Si	14.9825	9.4579	24.3775
Si	17.712	12.2156	24.5464
Si	20.411	14.9804	24.3857
Si	23.1329	17.7524	24.5253
Si	20.4393	4.1496	24.4797
Si	23.0727	6.8484	24.3927
Si	20.4706	9.6342	24.4326
Si	23.1347	12.3694	24.5377
Si	25.7598	15.0656	24.575
Si	28.4294	1.431	24.4791
Si	25.8091	4.1391	24.3981
Si	28.539	6.9072	24.4473
Si	25.8268	9.6445	24.46
Si	28.4918	12.3725	24.4591
Si	32.575	16.3529	25.7668
Si	2.737	2.633	25.8052
Si	32.5861	5.5151	25.8072
Si	2.7349	8.102	25.9921
Si	32.6231	10.932	25.7374
Si	2.7455	13.5223	25.9081
Si	5.4697	16.1159	25.7934
Si	8.1845	2.6449	25.8578
Si	5.4216	5.3213	25.9895
Si	8.2455	8.0162	25.9286
Si	5.381	10.7707	25.9118
Si	8.3578	13.5977	25.8101
Si	10.8822	16.1427	25.8883
Si	13.6522	2.6417	25.897
Si	10.8429	5.2728	25.8087
Si	13.7068	8.1571	25.8354
Si	10.9497	10.6829	25.8055
Si	13.7581	13.4993	25.833
Si	16.3661	16.2286	25.9058
Si	19.0455	2.7604	25.7544
Si	16.2499	5.3696	25.7358
Si	19.1097	8.232	25.6892
Si	16.3013	10.7348	25.8008
Si	19.1445	13.6489	25.8203
Si	21.7133	16.3321	25.7695
Si	24.5146	2.8524	25.8665
Si	21.7979	5.5297	25.8662
Si	24.4034	8.2526	25.6875
Si	21.8157	10.9826	25.8848
Si	24.43	13.7283	26.0149
Si	27.0109	16.5311	25.9494
Si	29.8284	2.7871	25.7674
Si	27.1556	5.5127	25.7209
Si	29.8927	8.2853	25.8136
Si	27.1565	11.0464	25.8442
Si	29.7766	13.758	25.8599
Si	31.1694	17.7204	27.0841
Si	33.9182	4.0204	27.0274
Si	31.2343	6.9279	27.1744
Si	33.9436	9.6045	27.1602
Si	31.2188	12.3039	27.0178
Si	33.9347	14.9625	27.0775
Si	4.1264	17.5098	27.1081
Si	6.7791	3.8676	27.3251
Si	4.0796	6.6664	27.4492
Si	6.8066	9.3874	27.1925
Si	3.9798	12.0507	27.3816
Si	6.9868	14.9286	27.1888
Si	9.473	17.5316	27.2156
Si	12.195	3.9612	27.1996
Si	9.5935	6.5789	27.3113
Si	12.2992	9.3929	27.2662
Si	9.6825	12.1211	27.1233
Si	12.3609	14.7891	27.1931
Si	15.0306	17.6019	27.2897
Si	17.6262	4.0603	27.0741
Si	15.0325	6.7559	27.1882
Si	17.7533	9.4575	27.1326
Si	15.0332	12.0685	27.2497
Si	17.7777	14.8771	27.2725
Si	20.3956	17.7306	27.0849
Si	23.2116	4.2211	27.2369
Si	20.4404	6.9804	27.1187
Si	23.1987	9.5946	27.1796
Si	20.4795	12.3562	27.2698
Si	23.0312	15.1763	27.3319
Si	25.7429	1.6271	27.4866
Si	28.497	4.1934	27.1016
Si	25.7758	6.9183	26.9711
Si	28.5732	9.7296	27.1677
Si	25.8312	12.3286	27.356
Si	28.3932	15.2124	27.261
Si	29.7652	16.6035	28.5935
Si	32.4169	2.8599	28.3829
Si	29.7601	5.6497	28.4337
Si	32.4408	8.4607	28.4653
Si	29.8951	11.1562	28.5449
Si	32.451	13.7211	28.3533
Si	2.554	16.3744	28.4123
Si	5.8179	2.0178	28.5037
Si	2.5705	5.1523	28.5654
Si	5.7982	7.8218	28.6968
Si	2.4439	10.9269	28.7379
Si	6.5818	12.9986	28.4462
Si	7.7106	16.7122	28.6194
Si	11.1369	2.2268	28.4952
Si	7.9439	5.4317	28.6391
Si	11.4509	7.4971	28.4735
Si	7.9487	11.0872	28.2919
Si	11.4664	12.9784	28.4244
Si	13.4701	16.3598	28.5793
Si	16.6182	2.5001	28.5757
Si	13.1668	5.8077	28.2806
Si	16.9602	7.5517	28.3557
Si	13.2092	11.1795	28.5626
Si	16.9476	12.9231	28.3764
Si	18.8776	16.6072	28.5026
Si	22.0314	2.5116	28.3606
Si	18.7051	5.8079	28.1768
Si	21.715	8.4364	28.5338
Si	18.7878	11.1748	28.4191
Si	21.7593	13.7775	28.7742
Si	23.7775	17.0858	28.6126
Si	27.2358	3.0862	28.7709
Si	24.559	5.7101	28.5691
Si	27.0385	8.3832	28.261
Si	24.8326	10.5512	28.6036
Si	27.0023	13.9192	28.6688
Si	30.911	14.8524	29.6654
Si	33.7272	17.7308	29.6116
Si	30.8374	4.0345	29.7215
Si	33.7108	7.4233	30.0265
Si	31.3341	9.969	29.8795
Si	33.4695	12.2473	29.8328
Si	4.0492	15.3685	30.9646
Si	7.2841	2.4159	32.536
Si	2.3096	3.0274	30.757
Si	5.8075	8.7023	30.9108
Si	2.9635	9.7325	30.7197
Si	6.5882	13.8968	31.2482
Si	8.3857	16.2872	30.9301
Si	10.7718	3.3433	31.263
Si	8.9435	4.6767	31.605
Si	10.7854	8.1697	30.6616
Si	8.4419	10.3181	30.4449
Si	10.9248	14.4675	31.1635
Si	13.9131	15.3509	30.7137
Si	16.0081	3.3929	30.7003
Si	13.3397	5.0602	30.4313
Si	17.9388	8.2026	31.0081
Si	13.3121	9.8976	31.4819
Si	16.2064	13.2524	30.5138
Si	20.7479	15.1215	30.4261
Si	23.4689	16.6621	30.9137
Si	20.646	4.5224	30.2244
Si	22.874	6.8164	29.8055
Si	20.1699	9.7632	29.8411
Si	21.68	10.5536	32.5412
Si	25.6229	14.5392	31.2055
Si	29.1415	2.2671	29.9461
Si	26.4329	5.0541	29.8772
Si	28.063	6.8038	29.6341
Si	23.6793	12.1855	30.8981
Si	29.4744	12.9013	30.1191
Si	28.1601	15.1813	33.1064
Si	3.3187	5.651	34.8795
Si	29.7016	8.1378	31.965
Si	5.9953	10.4442	37.7178
Si	4.9817	10.3046	34.8344
Si	2.012	8.0904	1.3323
Si	8.9508	16.6981	35.3845
Si	10.874	16.0206	37.7643
Si	7.0042	12.5933	33.9067
Si	8.0408	8.1399	37.5946
Si	8.4827	6.9873	34.8057
Si	10.9201	5.2923	34.7384
Si	13.6601	15.2092	37.2306
Si	13.4956	6.7731	35.3845
Si	9.9447	6.6707	32.3453
Si	5.002	1.9244	30.7324
Si	30.6308	0.1625	0.767
Si	26.7361	8.6934	36.1466
Si	14.2971	7.2291	32.3716
Si	15.1781	5.2947	37.4128
Si	18.1958	15.8544	34.0757
Si	12.2665	11.2673	33.9531
Si	17.3253	3.2812	37.1646
Si	33.6587	13.0236	36.9353
Si	19.6982	10.178	1.0124
Si	20.947	5.041	33.0893
Si	20.4406	10.2703	35.3105
Si	31.8275	6.0319	32.0209
Si	22.1657	4.2534	37.5562
Si	18.2382	16.7926	36.8579
Si	26.7176	5.6908	36.3849
Si	24.6244	2.4444	32.8177
Si	29.2191	9.7994	34.5426
Si	29.738	12.5851	33.2564
Si	18.0041	11.6444	36.8056
Si	31.0601	3.0059	34.6113
Si	32.3187	16.2951	30.8628
Si	31.1518	18.4907	37.5894
Si	34.2009	14.3181	32.1769
Si	32.5689	9.1318	0.973
Si	34.6605	15.6524	37.8453
Si	31.2614	13.1558	38.7325
Si	26.6994	3.3884	1.0808
Si	5.6202	7.36	33.6658
Si	1.4255	11.7867	0.3257
Si	13.6219	9.7844	36.143
Si	34.7884	10.3335	33.6071
Si	6.2172	17.3285	35.1794
Si	9.6964	12.1179	32.7473
Si	3.3849	15.7662	0.7152
Si	7.6729	5.9221	0.8568
Si	6.7327	5.7796	38.8687
Si	10.132	7.555	0.0075
Si	18.6165	13.6669	32.1734
Si	15.7246	17.2252	32.6388
Si	27.017	3.9085	38.8894
Si	17.978	9.2821	38.3442
Si	14.7344	4.4094	0.1073
Si	17.0898	5.7441	32.2564
Si	11.8606	11.643	0.567
Si	20.6222	17.0257	35.2137
Si	23.7693	13.2142	38.3641
Si	28.3925	4.128	34.2361
Si	14.445	10.5912	0.1376
Si	17.9714	7.5199	0.6569
Si	25.2017	17.0292	36.5686
Si	32.4488	2.7811	0.7575
Si	31.6154	9.0139	36.3776
Si	26.2345	5.0384	32.2035
Si	25.1716	6.9574	34.2777
Si	22.7265	12.9006	1.2192
Si	30.0649	17.4516	32.4511
Si	27.0123	15.0938	0.5977
Si	21.7806	8.424	37.2344
Si	33.6316	4.2173	33.4024
Si	5.943	1.2013	0.3123
Si	32.7907	12.6276	34.1934
Si	27.015	17.0285	38.6464
Si	31.533	15.9024	38.2631
Si	4.0967	17.8815	37.372
Si	10.8664	2.1535	0.6023
Si	4.0927	4.6133	37.6133
Si	34.2433	8.1256	35.5159
Si	6.7098	13.5456	38.0325
Si	7.0364	14.6109	35.0585
Si	9.1543	10.1202	1.0958
Si	11.1105	2.2173	34.1073
Si	19.3879	7.7235	35.9807
Si	6.6794	12.067	0.759
Si	11.2625	18.5614	39.0908
Si	13.6715	16.7373	34.7702
Si	15.841	11.6558	34.7963
Si	19.4512	4.6795	38.8781
Si	13.7955	13.73	34.7714
Si	17.2175	11.0518	32.2164
Si	15.4692	13.4394	0.6266
Si	22.6353	7.5312	32.7423
Si	26.0199	11.0434	38.1264
Si	22.7445	15.4838	36.6921
Si	22.7956	5.587	1.9504
Si	18.4763	5.0388	34.8314
Si	26.9237	17.7101	34.2249
Si	23.4202	6.681	38.9523
Si	22.5262	3.2048	34.6753
Si	28.8187	11.2806	38.9527
Si	30.1754	8.5437	38.9888
Si	34.0782	10.3151	37.4452
Si	23.0848	17.8561	38.4513
Si	31.2684	1.3885	10.9212
Si	1.3361	4.0985	10.9469
Si	31.259	6.7998	10.8846
Si	1.3397	9.5115	10.9332
Si	31.2724	12.2476	10.9267
Si	1.3408	14.9617	10.9486
Si	4.0856	1.3368	10.9724
Si	6.8056	4.0705	10.9588
Si	4.0715	6.7744	10.9748
Si	6.802	9.4934	10.9808
Si	4.067	12.2312	10.9613
Si	6.7968	14.9476	10.968
Si	9.5267	1.3435	10.9545
Si	12.2471	4.0571	10.8991
Si	9.5501	6.7856	10.9372
Si	12.2562	9.4911	10.8659
Si	9.5349	12.2123	10.9293
Si	12.2462	14.9524	10.9149
Si	14.9861	1.3581	10.8489
Si	17.6584	4.0927	10.8176
Si	14.9623	6.8053	10.8481
Si	17.6904	9.5289	10.8421
Si	14.9768	12.211	10.8533
Si	17.6913	14.9508	10.8121
Si	20.4023	1.3578	10.8315
Si	23.1109	4.0774	10.8398
Si	20.3699	6.8105	10.8097
Si	23.1104	9.5325	10.8087
Si	20.4171	12.2558	10.7929
Si	23.1369	14.9662	10.8271
Si	25.836	1.3848	10.8307
Si	28.5431	4.0842	10.8491
Si	25.8472	6.828	10.853
Si	28.5622	9.5276	10.8781
Si	25.8327	12.2525	10.8558
Si	28.5576	14.9736	10.8809
Si	29.9055	16.3334	12.2566
Si	32.6276	2.7275	12.2937
Si	29.8984	5.4382	12.2341
Si	32.613	8.1514	12.2726
Si	29.9071	10.8821	12.2612
Si	32.6278	13.5987	12.296
Si	2.7117	16.305	12.3128
Si	5.4465	2.7056	12.3145
Si	2.7029	5.4294	12.3204
Si	5.4364	8.1356	12.3222
Si	2.7039	10.8645	12.3011
Si	5.4312	13.5872	12.3157
Si	8.167	16.3031	12.3111
Si	10.8967	2.7093	12.2834
Si	8.1778	5.4297	12.2965
Si	10.9119	8.1502	12.2698
Si	8.1742	10.8656	12.3036
Si	10.8904	13.5847	12.275
Si	13.6289	16.3192	12.2332
Si	16.3281	2.7279	12.2081
Si	13.6149	5.437	12.2283
Si	16.3257	8.1645	12.2051
Si	13.6153	10.8574	12.2245
Si	16.3364	13.5925	12.1939
Si	19.0403	16.3147	12.1866
Si	21.7538	2.7207	12.2004
Si	19.0235	5.4485	12.184
Si	21.7479	8.1679	12.1704
Si	19.0602	10.8979	12.179
Si	21.7659	13.6069	12.179
Si	24.4812	16.3379	12.1939
Si	27.1844	2.7355	12.2154
Si	24.4741	5.4543	12.1924
Si	27.1967	8.1747	12.2327
Si	24.465	10.8846	12.1956
Si	27.1883	13.6133	12.2264
Si	31.2639	14.9752	13.627
Si	1.3504	1.3615	13.6494
Si	31.2564	4.0955	13.623
Si	1.3393	6.806	13.6485
Si	31.2654	9.5252	13.6268
Si	1.3498	12.2359	13.6526
Si	4.0716	14.9455	13.6708
Si	6.8054	1.342	13.6677
Si	4.0742	4.0619	13.6615
Si	6.8102	6.7762	13.6605
Si	4.0714	9.5079	13.659
Si	6.8055	12.2228	13.6568
Si	9.5308	14.9318	13.6466
Si	12.2643	1.3388	13.6161
Si	9.5338	4.0607	13.6466
Si	12.2624	6.7795	13.6163
Si	9.5423	9.4973	13.6374
Si	12.2623	12.2148	13.6055
Si	14.9835	14.9448	13.5779
Si	17.6892	1.3585	13.5579
Si	14.9694	4.0729	13.5851
Si	17.6786	6.8002	13.5661
Si	14.971	9.5048	13.5886
Si	17.6947	12.2383	13.5585
Si	20.4051	14.9632	13.5478
Si	23.1175	1.3712	13.5619
Si	20.3906	4.0912	13.5484
Si	23.1088	6.8167	13.5471
Si	20.4041	9.5304	13.5477
Si	23.1135	12.2512	13.5555
Si	25.8305	14.9833	13.5732
Si	28.5394	1.3822	13.5958
Si	25.8288	4.1039	13.5708
Si	28.5506	6.8112	13.5954
Si	25.8262	9.5379	13.5726
Si	28.5431	12.2561	13.5991
Si	32.6256	16.3226	14.9972
Si	2.715	2.7056	15.0165
Si	32.6195	5.443	14.9944
Si	2.7096	8.1511	15.0114
Si	32.6243	10.8787	14.998
Si	2.7112	13.586	15.0212
Si	5.4412	16.3003	15.0226
Si	8.174	2.7007	15.0114
Si	5.4434	5.4169	15.0117
Si	8.1767	8.1417	15.0003
Si	5.4415	10.8623	15.0106
Si	8.1697	13.5774	15.0111
Si	10.9013	16.2971	14.9821
Si	13.6196	2.7104	14.9603
Si	10.8998	5.4235	14.9867
Si	13.6184	8.1458	14.9652
Si	10.9037	10.8606	14.9828
Si	13.6239	13.5847	14.9505
Si	16.3366	16.3156	14.9303
Si	19.041	2.7269	14.918
Si	16.3273	5.4368	14.9394
Si	19.0436	8.1685	14.9147
Si	16.3359	10.8751	14.9309
Si	19.0496	13.6053	14.9167
Si	21.7541	16.3304	14.9158
Si	24.4682	2.7417	14.9256
Si	21.7508	5.4548	14.9106
Si	24.4663	8.1741	14.9236
Si	21.758	10.8907	14.9177
Si	24.4682	13.6171	14.9204
Si	27.1815	16.3406	14.9473
Si	29.8983	2.7333	14.9721
Si	27.1835	5.4587	14.9481
Si	29.9034	8.1666	14.9735
Si	27.1799	10.8955	14.9457
Si	29.9025	13.6112	14.971
Si	31.2625	1.3756	16.3378
Si	1.3476	4.0803	16.3504
Si	31.266	6.8153	16.3434
Si	1.3509	9.521	16.3576
Si	31.2637	12.2555	16.3408
Si	1.3459	14.9606	16.3614
Si	4.0755	1.3408	16.3753
Si	6.8036	4.0543	16.3678
Si	4.0795	6.7824	16.3592
Si	6.8081	9.4955	16.3576
Si	4.083	12.2233	16.3703
Si	6.8062	14.9315	16.3723
Si	9.5366	1.3255	16.3518
Si	12.2569	4.0528	16.3347
Si	9.5332	6.7734	16.3504
Si	12.2571	9.4938	16.3379
Si	9.5384	12.2081	16.3511
Si	12.2611	14.9288	16.3281
Si	14.9798	1.3434	16.3069
Si	17.6849	4.0747	16.2952
Si	14.9714	6.7813	16.3183
Si	17.6891	9.5145	16.2932
Si	14.9778	12.2215	16.3084
Si	17.6962	14.9589	16.2889
Si	20.3986	1.3726	16.2809
Si	23.1085	4.1047	16.2833
Si	20.3978	6.811	16.2811
Si	23.1151	9.5392	16.2856
Si	20.4029	12.2505	16.282
Si	23.111	14.9775	16.2796
Si	25.824	1.3905	16.2969
Si	28.5422	4.1069	16.3193
Si	25.8254	6.8277	16.3009
Si	28.5418	9.5434	16.3139
Si	25.8239	12.2661	16.2935
Si	28.5422	14.9853	16.3129
Si	29.8963	16.3397	17.6865
Si	32.6279	2.7245	17.7056
Si	29.901	5.4613	17.692
Si	32.6307	8.1656	17.7106
Si	29.8967	10.8998	17.6879
Si	32.6221	13.6072	17.7153
Si	2.7102	16.3047	17.7326
Si	5.446	2.6918	17.7291
Si	2.7157	5.4257	17.7138
Si	5.4498	8.1314	17.7163
Si	2.7188	10.8654	17.7222
Si	5.4474	13.571	17.7359
Si	8.1787	16.2843	17.7208
Si	10.8983	2.6873	17.6988
Si	8.1671	5.4179	17.7136
Si	10.8949	8.1291	17.7027
Si	8.1731	10.8493	17.7122
Si	10.9063	13.5654	17.7001
Si	13.6198	16.3016	17.6707
Si	16.3361	2.7053	17.6651
Si	13.6163	5.4148	17.6866
Si	16.3313	8.1508	17.6627
Si	13.6201	10.8604	17.6839
Si	16.344	13.5895	17.6507
Si	19.0446	16.3312	17.6488
Si	21.7495	2.7425	17.6415
Si	19.039	5.4492	17.6465
Si	21.758	8.1748	17.641
Si	19.0494	10.8853	17.6428
Si	21.7554	13.6215	17.6423
Si	24.4598	16.3468	17.6419
Si	27.1781	2.7501	17.6674
Si	24.4625	5.4676	17.6539
Si	27.1822	8.1916	17.6703
Si	24.4648	10.9101	17.6509
Si	27.181	13.6251	17.6596
Si	31.2524	14.9837	19.0569
Si	1.3444	1.3628	19.0759
Si	31.2687	4.1006	19.0477
Si	1.362	6.8009	19.0638
Si	31.2634	9.5424	19.0471
Si	1.355	12.2396	19.0651
Si	4.0762	14.9328	19.0855
Si	6.81	1.3183	19.0799
Si	4.0736	4.0562	19.0736
Si	6.8074	6.7706	19.0852
Si	4.0872	9.4915	19.0688
Si	6.8162	12.1979	19.0862
Si	9.542	14.9091	19.0683
Si	12.2598	1.3215	19.0515
Si	9.5249	4.0395	19.0513
Si	12.2483	6.7571	19.0557
Si	9.5243	9.4755	19.0648
Si	12.2594	12.2012	19.0641
Si	14.9847	14.9386	19.0133
Si	17.6917	1.353	19.0339
Si	14.9743	4.0464	19.0372
Si	17.6802	6.7905	19.0251
Si	14.9785	9.4984	19.0375
Si	17.6997	12.2359	19.0159
Si	20.4086	14.9854	19.0086
Si	23.1036	1.3863	19.0039
Si	20.3949	4.0985	19.0099
Si	23.1127	6.8338	19.0188
Si	20.4081	9.534	19.0033
Si	23.1094	12.2741	19.0108
Si	25.8204	14.9962	19.0019
Si	28.5376	1.3969	19.0314
Si	25.82	4.1159	19.0216
Si	28.5454	6.8414	19.0379
Si	25.8289	9.5696	19.0211
Si	28.5377	12.278	19.0348
Si	32.6058	16.3382	20.4282
Si	2.7168	2.704	20.4446
Si	32.6338	5.4512	20.4123
Si	2.7325	8.14	20.4354
Si	32.6213	10.8943	20.4149
Si	2.7219	13.5677	20.4463
Si	5.4475	16.2786	20.4436
Si	8.1775	2.6809	20.4243
Si	5.4368	5.4044	20.4334
Si	8.1726	8.1235	20.451
Si	5.4587	10.8211	20.4385
Si	8.1891	13.5472	20.4436
Si	10.9129	16.2631	20.4149
Si	13.6151	2.6867	20.4081
Si	10.8802	5.3849	20.4135
Si	13.6186	8.1222	20.3935
Si	10.8874	10.8256	20.4179
Si	13.6472	13.5737	20.3871
Si	16.3265	16.2962	20.3845
Si	19.052	2.7305	20.3821
Si	16.3357	5.4047	20.3911
Si	19.0412	8.1772	20.3557
Si	16.3473	10.8683	20.3815
Si	19.0597	13.6151	20.3599
Si	21.7517	16.3567	20.3807
Si	24.4556	2.7474	20.3658
Si	21.7454	5.4707	20.3686
Si	24.4691	8.2154	20.3737
Si	21.7575	10.9061	20.3655
Si	24.4604	13.6538	20.365
Si	27.1633	16.3592	20.3695
Si	29.8972	2.755	20.3974
Si	27.1719	5.4906	20.3815
Si	29.9032	8.2013	20.41
Si	27.168	10.9434	20.3973
Si	29.8831	13.6362	20.4138
O	15.6058	15.6404	3.0064
O	19.3921	14.7634	2.9415
O	29.4609	0.3759	1.866
O	27.5707	6.4941	3.0419
O	4.9675	12.7407	28.5085
O	3.2632	15.4349	29.5626
O	3.6082	2.3641	31.436
O	34.1454	5.9958	29.4441
O	3.0522	4.0459	29.682
O	4.5168	9.6512	31.1531
O	5.0396	14.1274	30.9384
O	7.251	13.3674	29.8923
O	10.4054	2.4791	29.9297
O	6.9397	6.6689	28.9603
O	8.2811	4.8047	30.103
O	9.4872	9.086	30.2829
O	9.918	15.725	30.9578
O	10.9309	13.4831	29.8842
O	12.3409	17.5202	28.9072
O	14.5016	3.9831	30.73
O	17.6612	9.5897	31.7502
O	13.6007	10.6885	30.0977
O	14.736	13.942	30.5948
O	17.754	17.6878	28.9863
O	19.5966	16.1253	29.8821
O	21.2058	3.0975	29.6831
O	19.3114	5.0554	29.5061
O	22.783	13.0118	29.8345
O	24.5201	15.6401	31.6061
O	28.5228	7.5456	31.0304
O	25.9522	9.4111	28.9711
O	22.8213	11.6467	32.1672
O	24.2296	10.9052	30.0773
O	25.9346	14.7627	29.6075
O	27.9103	13.2532	29.8571
O	2.2255	10.4138	31.9951
O	31.1149	16.9412	37.1018
O	29.0226	2.0656	31.6031
O	32.7424	7.1154	31.2627
O	0.9999	2.4951	1.8099
O	30.6666	9.6177	35.2314
O	2.9923	15.0724	32.1522
O	27.0925	7.2326	36.8171
O	9.7188	17.7813	34.4634
O	6.1371	2.7724	31.4751
O	5.2846	8.8239	34.2645
O	14.8148	16.3177	31.6526
O	7.4288	15.1982	31.6929
O	12.0757	1.3157	1.2768
O	16.9713	4.6523	31.0732
O	34.5726	14.3592	36.8631
O	13.7351	8.179	36.1213
O	11.8858	9.1448	31.3648
O	8.6016	7.9633	36.0866
O	18.819	6.175	39.0055
O	15.7237	6.5411	32.4725
O	11.9719	4.3209	30.8099
O	20.0263	14.1406	31.523
O	19.8006	4.4191	1.0801
O	20.8315	15.6753	0.916
O	21.3096	6.6065	32.8917
O	21.8212	5.598	30.0395
O	20.7235	10.4415	31.2249
O	16.1581	11.7758	31.2193
O	21.4576	13.4464	2.0992
O	30.6229	9.2031	31.1429
O	24.9349	13.0792	31.419
O	18.4716	6.5284	35.4536
O	26.0187	9.5404	1.3435
O	25.9594	17.887	35.4789
O	3.0822	9.3057	1.7687
O	28.5029	16.4581	38.8647
O	6.9176	6.7294	34.4317
O	28.7897	6.9164	0.8321
O	32.5827	13.0325	35.7362
O	3.9903	14.5301	1.55
O	34.3579	10.39	39.039
O	10.3318	11.1129	0.5928
O	10.3765	13.5498	32.3824
O	17.1986	10.3789	37.4621
O	8.5889	12.2588	33.9126
O	12.3957	10.2248	35.1823
O	18.443	14.3253	33.6318
O	28.0667	9.4421	35.6142
O	4.2061	5.0181	36.0667
O	25.8597	6.4714	32.8881
O	16.4635	7.8045	0.1626
O	19.9778	4.7797	34.3403
O	28.7125	11.3243	1.1801
O	23.6437	18.0834	31.7143
O	2.3996	8.2151	30.53
O	30.1911	11.9856	38.4298
O	32.4067	11.1104	30.4317
O	18.4022	15.9234	38.1889
O	8.0999	4.9122	38.7749
O	0.381	12.9682	0.0032
O	8.8534	15.444	1.3699
O	33.0939	15.4703	32.0109
O	22.4691	16.4181	38.0098
O	31.5072	15.1987	1.2693
O	30.4939	17.9538	33.9284
O	14.0983	13.9116	36.3557
O	22.1034	2.7526	38.1389
O	20.9431	10.9824	33.9389
O	2.5209	0.3622	1.7377
O	9.1376	8.8211	0.1466
O	14.684	9.5346	1.3412
O	6.344	1.4581	1.8497
O	9.3841	5.6631	35.1693
O	6.1484	11.3465	34.4448
O	26.0046	17.9106	32.9046
O	34.8113	9.0652	36.7249
O	6.5315	18.2025	33.856
O	13.9956	16.5382	36.3533
O	18.1727	6.9097	31.9488
O	33.8962	13.646	33.5982
O	31.0084	3.0303	36.2403
O	9.059	11.4418	31.4282
O	31.3967	4.7421	31.1152
O	17.4365	1.8291	1.1978
O	23.3462	7.2717	31.3062
O	24.7202	14.3732	39.0326
O	23.5805	1.6108	1.1627
O	23.2761	8.4566	0.6043
O	14.8497	17.5071	33.9779
O	7.3636	9.5907	37.6728
O	14.3118	3.8241	1.5501
O	9.1143	6.3059	0.1826
O	29.9032	5.4048	2.6177
O	15.8077	3.8168	37.275
O	32.7989	12.8223	38.3122
O	22.9176	13.939	37.1564
O	23.6097	7.172	33.9742
O	0.5947	10.4052	0.1574
O	19.695	17.391	36.4889
O	11.3241	7.4121	1.1159
O	13.288	10.9215	32.7356
O	22.2707	4.7968	0.5869
O	8.054	3.8345	32.7195
O	4.6451	0.2625	0.1372
O	2.9494	5.4442	38.4075
O	16.361	6.2367	37.9773
O	8.4164	15.3842	34.5842
O	31.4296	17.444	31.598
O	15.4026	12.8457	38.91
O	13.9696	5.3181	38.4766
O	27.6659	4.6353	32.8825
O	2.7849	16.9302	37.1899
O	11.0861	5.8288	33.2097
O	14.889	10.649	35.6282
O	23.2672	5.2031	38.2923
O	26.9561	14.7474	32.1067
O	2.3724	4.523	34.1954
O	18.0459	3.904	35.8651
O	24.8025	12.0767	37.7544
O	23.5078	14.2758	0.7772
O	28.3885	14.1785	0.5977
O	16.5098	10.792	33.6264
O	6.5914	12.7605	32.3613
O	8.032	4.5703	1.7178
O	27.5773	16.2302	34.1991
O	16.7311	7.8967	29.9617
O	19.568	8.942	34.9114
O	16.798	13.2679	1.5419
O	18.5058	12.0502	32.3148
O	9.1607	7.6156	33.4579
O	17.45	4.9667	33.606
O	31.5913	4.0185	1.3083
O	32.6474	7.957	35.7153
O	14.392	15.2357	38.6745
O	22.2804	9.0912	32.8357
O	18.7495	8.937	0.5356
O	11.1448	3.6871	34.8128
O	14.6393	5.7832	35.971
O	31.3354	12.73	33.5047
O	31.5676	1.454	0.7375
O	14.4131	8.7568	31.842
O	19.4674	11.255	36.1948
O	23.1797	7.7407	37.7113
O	27.1368	2.3286	38.4959
O	7.1258	14.2555	36.6464
O	11.2376	2.4009	32.5049
O	3.5498	10.8287	34.2746
O	28.9823	9.6578	38.9424
O	5.284	14.1467	38.4994
O	5.8882	7.5474	32.0691
O	3.9625	4.0261	1.2816
O	25.7912	8.3439	34.8631
O	25.8695	2.3895	0.0882
O	9.984	15.5207	39.0162
O	27.9162	5.0068	35.5188
O	14.6766	12.0518	0.7798
O	14.5812	6.0209	0.2011
O	33.4741	11.1622	34.0661
O	10.2447	3.1116	1.7371
O	4.9742	17.9108	36.0117
O	23.8964	2.4662	34.2631
O	32.5652	2.385	38.3704
O	30.5451	6.8694	32.5077
O	10.7902	11.1269	33.3668
O	17.7135	15.879	35.6242
O	19.6297	16.6249	33.9946
O	22.5728	4.1197	36.001
O	7.0907	9.6836	31.092
O	6.4948	11.9696	37.8187
O	8.2755	17.6365	31.8495
O	5.4354	8.2134	2.279
O	29.3954	15.975	32.4054
O	18.0517	12.7132	38.0254
O	21.5651	15.7535	35.6175
O	32.7342	5.5523	33.2616
O	13.6335	7.1102	33.8223
O	13.5412	15.216	34.1635
O	7.709	10.8205	0.9237
O	1.8598	12.0595	1.8445
O	2.3307	6.7143	35.5662
O	24.3439	5.1429	2.1733
O	9.7831	2.7993	38.7341
O	29.9813	2.3356	38.7227
O	3.63	3.0686	37.6915
O	16.1051	2.2687	31.8668
O	12.2937	3.464	39.0959
O	5.0338	17.443	38.6229
O	17.1053	16.5247	33.0972
O	17.3419	14.1438	31.2757
O	18.6694	8.3195	37.2738
O	11.5837	17.4598	37.9732
O	5.8854	15.7646	34.8353
O	26.3966	16.2916	37.3639
O	20.889	7.3004	36.4561
O	9.1926	7.9697	38.7259
O	27.9891	2.5552	1.6322
O	17.211	18.0066	37.0735
O	22.2649	4.1844	33.4195
O	21.4495	18.3371	34.8323
O	29.0505	8.8522	33.2481
O	20.6569	4.7911	37.8109
O	12.4402	15.0357	31.3703
O	5.3338	11.5564	0.0032
O	33.1438	15.8716	38.3413
O	18.2472	3.6915	38.4291
O	13.3971	6.4058	31.3259
O	30.0195	4.1732	34.1306
O	25.4118	5.8128	35.4143
O	12.3164	17.5966	34.6191
O	12.0648	15.0061	37.4207
O	34.0913	13.159	31.0456
O	28.8538	13.8639	33.731
O	9.9139	16.1403	36.5083
O	29.5701	12.3821	31.6554
O	18.6926	11.3723	1.5516
O	32.4944	10.1693	37.1079
O	27.1609	4.7794	0.362
O	15.077	12.9442	34.164
O	19.3268	8.403	30.2136
O	5.4996	4.8662	38.3629
O	32.6129	3.1918	34.1542
O	30.7209	8.2983	37.4965
O	17.0411	12.252	35.6844
O	7.6122	17.3798	36.0285
O	34.5581	8.8037	34.0809
O	25.0418	3.9672	32.4818
O	4.3538	6.3585	33.8534
O	30.8789	14.483	37.8915
O	13.388	10.065	37.6971
O	14.431	14.6041	1.0695
O	34.0638	3.7147	31.9235
O	12.0429	6.0707	35.6254
O	27.5319	11.662	38.0251
O	5.0127	16.6587	31.1381
O	25.987	9.706	37.1889
O	5.0844	9.9367	38.9521
O	29.1282	11.3328	34.0567
O	5.0347	10.2267	36.441
O	6.8961	7.0271	37.8633
O	28.0027	2.5653	34.41
O	21.1509	8.8243	38.6543
O	21.9609	16.0192	31.081
O	12.5252	12.7786	34.4761
O	26.3685	4.752	37.6621
O	24.4413	18.047	37.5813
O	20.2522	4.4159	31.7819
O	34.599	11.7148	36.8068
O	24.1392	15.962	36.0021
O	21.7015	9.745	36.2491

Results
total energy: -217407.005 eV
total energy less fixed offsets of O -438.35, Si -107.03 eV per atom: -3.335 eV

Forces (eV/angstrom), in the order of the atoms: element, x, y, z
Si	0.1667	-0.1658	0.4566
Si	-0.0592	-0.0856	0.7152
Si	0.3416	-0.1975	0.6537
Si	0.0696	-0.0992	-0.0911
Si	0.0366	-0.0351	-0.0364
Si	-0.33	0.2525	0.4068
Si	0.1797	-0.0608	0.4992
Si	0.2562	-0.2494	0.5714
Si	-0.1196	0.2205	0.5929
Si	0.4719	-0.3713	0.0791
Si	0.0162	0.2206	0.6046
Si	0.0324	-0.0222	-0.0826
Si	-0.0495	0.0814	0.733
Si	0.1464	-0.2236	0.5406
Si	0.0463	0.2072	0.7546
Si	-0.0266	0.0002	0.5676
Si	-0.0439	0.0379	-0.0289
Si	-0.0085	-0.0186	-0.0383
Si	-0.6849	-0.0096	0.3214
Si	-0.1976	0.0802	0.7053
Si	0.4203	-0.0616	0.4817
Si	0.0036	0.0466	-0.0831
Si	-0.1201	0.1729	0.5261
Si	-0.0842	-0.2006	0.6515
Si	0.348	0.2615	0.4657
Si	0.1117	-0.2537	0.4458
Si	-0.0832	0.0612	0.6439
Si	-0.2316	-0.2649	0.517
Si	0.0353	-0.0561	-0.0802
Si	0.0098	-0.0415	-0.0203
Si	0.002	-0.0569	-0.001
Si	-0.0528	0.0266	0.6245
Si	0.3805	-0.3085	0.1942
Si	0.2338	0.6424	0.173
Si	-0.239	0.2306	0.5438
Si	0.1861	0.0591	0.6073
Si	-0.0102	-0.0368	-0.0664
Si	0.0016	0.0437	-0.0354
Si	0.0081	0.0057	0.011
Si	-0.0818	0.0233	0.0146
Si	0.0672	-0.0093	-0.0386
Si	0.0115	0.0447	-0.0004
Si	-0.0562	-0.0467	-0.0547
Si	-0.0159	0.0018	-0.072
Si	-0.0594	-0.0431	-0.0307
Si	0.0163	-0.0616	-0.0131
Si	-0.0139	-0.039	-0.013
Si	0.0451	0.0134	-0.0688
Si	-0.0028	0.0206	-0.0112
Si	-0.0342	-0.0259	-0.0014
Si	0.0116	-0.0156	-0.0641
Si	-0.0614	-0.0545	-0.0338
Si	0.0461	0.0356	0.0361
Si	-0.0365	0.029	0.0477
Si	0.3569	0.4549	0.3459
Si	-0.0106	0.0053	-0.0686
Si	-0.028	-0.0202	-0.0269
Si	-0.0122	0.0645	0.0649
Si	0.0549	-0.0051	-0.0608
Si	-0.1279	-0.3975	0.3815
Si	-0.0265	-0.0336	-0.0229
Si	-0.0118	-0.0742	0.0243
Si	-0.0885	0.0402	-0.0593
Si	-0.1511	-0.1095	-0.0664
Si	-0.0386	0.0195	0.0215
Si	-0.0009	-0.0147	0.0738
Si	0.0462	0.0635	-0.0496
Si	-0.0118	0.0276	0.069
Si	-0.202	-0.4581	0.3401
Si	-0.0274	-0.0331	0.0176
Si	0.0038	0.0211	-0.0464
Si	0.0419	-0.0156	-0.0869
Si	0.0509	0.0224	-0.0035
Si	-0.0015	0.0104	-0.0255
Si	-0.0427	-0.027	0.007
Si	0.0295	0.0609	0.024
Si	-0.0277	-0.0409	-0.0064
Si	-0.0408	0.0472	-0.0096
Si	-0.0195	-0.0284	-0.0065
Si	0.0078	0.0729	0.0105
Si	0.02	-0.0856	0.0241
Si	-0.044	-0.0193	-0.0254
Si	0.0283	-0.0347	-0.0108
Si	0.0375	-0.0281	-0.0285
Si	-0.0124	-0.0728	-0.0339
Si	-0.0552	-0.002	-0.0271
Si	0.0269	0.0152	-0.0088
Si	-0.0424	0.027	-0.0031
Si	-0.0485	0.0238	-0.0171
Si	0.055	0.0444	-0.0629
Si	0.1075	0.0265	-0.0095
Si	-0.0204	0.0093	-0.0377
Si	0.0326	0.0381	0.0085
Si	-0.0166	-0.0018	-0.0102
Si	0.0081	0.0029	-0.0318
Si	-0.0811	-0.0185	-0.0033
Si	0.0324	0.007	-0.0348
Si	-0.006	0.0007	0.0575
Si	0.0031	-0.0088	-0.0374
Si	0.0186	-0.0102	0.0095
Si	-0.0148	0.0394	-0.0201
Si	0.0142	0.0294	-0.0625
Si	0.0035	0.0009	0.0006
Si	-0.0061	0.0171	-0.0347
Si	0.0032	0.0582	0.0525
Si	0.0148	-0.0207	-0.0317
Si	0.0007	0.0031	-0.0217
Si	-0.0114	-0.0533	-0.0137
Si	-0.0217	0.0215	0.0169
Si	-0.0198	-0.0096	-0.0102
Si	0.0048	-0.0119	-0.017
Si	-0.0071	0.0028	0.0163
Si	-0.0058	0.0114	-0.0192
Si	0.0007	-0.0086	-0.017
Si	0.017	-0.0174	0.0285
Si	0.0215	-0.0174	0.0015
Si	0.0206	-0.0108	-0.0241
Si	0.0033	-0.0194	-0.0003
Si	-0.0397	-0.0218	0.0576
Si	0.0146	0.0117	-0.0016
Si	0.0129	0.0123	0.0175
Si	0.0041	0.0384	0.0111
Si	-0.0227	0.0066	0.0173
Si	0.0004	-0.0152	-0.0076
Si	0.0182	0.0062	0.012
Si	0.0112	-0.0201	0.0629
Si	-0.016	-0.0265	0.0046
Si	-0.0059	0.0051	0.0396
Si	-0.0105	-0.0165	0.0008
Si	-0.0134	0.0346	-0.0085
Si	0.0316	0.0105	-0.0448
Si	0.0275	-0.0152	0.0154
Si	0.0289	-0.0015	0.003
Si	0.0124	-0.0539	0.032
Si	0.0513	-0.0117	0.003
Si	-0.0203	0.0176	0.0326
Si	-0.0255	0.0314	0.0001
Si	-0.0052	-0.0331	-0.0269
Si	-0.0407	0.0232	0.0018
Si	0.002	0.0089	-0.0278
Si	0.0039	-0.0198	-0.0399
Si	-0.0088	-0.004	-0.0008
Si	-0.0142	-0.0072	-0.0184
Si	0.0267	0.0297	0.018
Si	-0.0143	-0.0107	0.005
Si	0.0042	0.0072	0.0071
Si	-0.0069	0.0241	-0.0127
Si	-0.0252	0.0152	-0.0163
Si	0.0212	0.0132	0.0043
Si	0.0162	-0.0135	0.0121
Si	0.0056	-0.0025	0
Si	0.0139	-0.0092	0.0191
Si	-0.0111	0.0205	0.0159
Si	0.0016	0.0145	-0.0062
Si	-0.0051	0.004	-0.0031
Si	0.0175	-0.0143	0.0003
Si	-0.0098	0.0044	-0.003
Si	-0.0191	-0.0192	-0.0209
Si	-0.0178	0.0081	0.0052
Si	0.0097	-0.0175	-0.0011
Si	-0.0145	0.0028	0.0103
Si	-0.0229	0.0052	0.015
Si	-0.0046	0.0044	0.0322
Si	0.0004	0.0044	-0.0136
Si	-0.012	-0.0004	0.0059
Si	-0.0266	0.0269	0.0038
Si	0.0061	-0.0021	-0.0064
Si	0.0193	-0.0251	-0.0156
Si	0.016	0.0301	0.0022
Si	-0.0094	0.0058	0.0224
Si	-0.0025	-0.0231	0.0021
Si	-0.0064	-0.0083	0
Si	0.0139	0.035	-0.0043
Si	0.0278	0.0192	0.0182
Si	-0.0099	-0.0261	0.0042
Si	0.0202	-0.013	-0.0176
Si	-0.0125	0.0001	-0.0115
Si	-0.011	-0.0092	-0.0008
Si	0.0016	0.0226	-0.0189
Si	0.0108	-0.0042	0.0046
Si	0.0051	0.0056	0.0081
Si	0.0061	-0.0161	0.0058
Si	0.0022	-0.0234	-0.0023
Si	0.0137	0.0073	0.0067
Si	-0.0197	0.0072	0.01
Si	-0.019	0.0022	-0.0043
Si	0.0101	0.0038	-0.0018
Si	0.0029	-0.0036	0.0052
Si	-0.0054	0.0044	-0.0143
Si	0.0018	-0.0092	0.011
Si	0.0049	-0.0177	0.0059
Si	-0.0021	0.0021	0.0006
Si	-0.0109	0.0172	0.0002
Si	0.0144	-0.0095	-0.0033
Si	-0.0068	0.0046	0.0041
Si	-0.0155	0.0097	-0.0142
Si	0.0022	-0.0007	-0.0053
Si	0.0016	0.004	0.0116
Si	-0.0019	0.0008	-0.003
Si	0.0095	0.0141	0.0193
Si	0.0164	-0.0125	0.0097
Si	-0.0042	0.0011	-0.006
Si	0.0027	0.0118	0.0036
Si	-0.014	-0.0014	-0.0095
Si	0.021	0.0061	0.0042
Si	-0.0156	-0.0166	-0.0129
Si	-0.0031	0.001	0.0099
Si	0.0037	-0.0122	-0.0078
Si	-0.0067	0.0001	-0.0026
Si	-0.0008	-0.0109	0.007
Si	-0.0085	-0.0044	-0.0023
Si	0.0151	-0.0129	0.0043
Si	0.0028	0.0027	0.0028
Si	-0.0195	0.0126	0.0011
Si	-0.0153	0.0061	0.0107
Si	0.0254	-0.0149	0.0062
Si	-0.0022	0.008	0.0086
Si	0.0055	0.0034	-0.0072
Si	0.0239	0.0057	-0.008
Si	-0.0072	0.0094	-0.0196
Si	0.0061	-0.0061	-0.0135
Si	-0.0041	0.0238	-0.0118
Si	-0.0114	-0.0023	-0.0097
Si	-0.001	0.0068	-0.0099
Si	-0.0181	0.0006	-0.0075
Si	-0.0153	-0.0032	-0.0009
Si	0.0226	-0.0237	-0.0188
Si	-0.0055	-0.0046	-0.0007
Si	-0.0078	-0.0054	-0.0055
Si	-0.0103	0.0046	0.0023
Si	-0.0087	-0.0087	-0.0004
Si	-0.0029	-0.0004	0.0044
Si	0.0057	-0.0049	0.0099
Si	0.0029	-0.0184	0.0002
Si	-0.0081	0.0096	-0.0007
Si	0.0125	-0.0051	0.0032
Si	0.0103	-0.0047	-0.0003
Si	0.0056	-0.0045	0.0088
Si	-0.0046	-0.018	0.0039
Si	0.0098	-0.004	0.0007
Si	0.0111	-0.0065	-0.0011
Si	0.013	-0.0085	0.0043
Si	-0.0158	0.0128	0.0067
Si	-0.0021	0.011	0.0156
Si	-0.0001	0.0044	-0.0003
Si	-0.0053	0.0105	-0.0103
Si	0.0036	0.004	-0.0028
Si	0.001	0.0116	0.0039
Si	0.0258	-0.0132	0.0025
Si	0.0078	0.0022	-0.0042
Si	-0.0052	0.0168	-0.0051
Si	0.0062	-0.0132	-0.0056
Si	-0.0061	0.0064	0.0093
Si	-0.0086	-0.0057	0.0099
Si	0.011	0.0016	0
Si	-0.0106	-0.025	0.0072
Si	0.0128	-0.0026	0.0081
Si	0.0291	-0.0192	0.0105
Si	-0.0104	-0.0012	-0.0117
Si	0.0087	0.0073	0.0044
Si	-0.0043	0.002	0.0046
Si	0.0278	0.0029	0.0295
Si	-0.0069	-0.0043	-0.0003
Si	-0.0063	-0.0037	-0.001
Si	0.0165	0.0041	-0.0266
Si	0.0176	-0.0032	0.0111
Si	-0.0144	0.0097	-0.0077
Si	0.0153	0.01	0.0009
Si	0.0217	0.0125	0.0193
Si	0.0242	-0.0013	0.0065
Si	-0.0211	-0.0142	0.002
Si	0.0052	-0.0019	-0.0093
Si	0.0018	0.0063	-0.0105
Si	-0.0074	-0.0194	-0.0179
Si	-0.0051	0.0198	-0.0117
Si	0.0096	0.0156	-0.0056
Si	-0.0274	0.0039	-0.008
Si	-0.0067	-0.0072	-0.0128
Si	-0.0171	0.0215	-0.0034
Si	0.004	-0.0019	-0.0096
Si	-0.0088	-0.0011	0.0043
Si	-0.0018	-0.0113	-0.0045
Si	-0.019	-0.0248	0.0007
Si	-0.0174	-0.0394	-0.0006
Si	-0.009	0.0224	-0.0097
Si	-0.0269	0.0017	-0.0115
Si	-0.0034	0.0155	0.0071
Si	0.008	0.0276	0.0094
Si	-0.0156	0.0022	-0.0004
Si	0.0315	0.0101	-0.0034
Si	-0.0107	0.004	-0.0012
Si	0.0099	0.0324	-0.0111
Si	-0.0037	0.0242	-0.0203
Si	-0.0283	0.0282	0.0015
Si	-0.0074	-0.0237	-0.0056
Si	0.0012	-0.0149	0.05
Si	-0.0108	-0.0022	-0.0217
Si	0.0005	-0.0066	0.0157
Si	-0.0388	-0.0038	0.0111
Si	-0.0227	0.0408	0.0013
Si	0.0337	-0.0126	-0.0466
Si	-0.0274	0.0171	0.0148
Si	-0.0333	-0.0036	-0.0205
Si	-0.0242	-0.0034	0.0403
Si	-0.0241	0.0096	0.0067
Si	-0.0037	-0.0142	0.0143
Si	-0.0113	0.0012	-0.0036
Si	0.0041	-0.0278	0.0224
Si	-0.0147	-0.0129	-0.0123
Si	0.0158	-0.01	-0.0081
Si	0.0276	-0.0132	-0.0489
Si	-0.0104	0.0028	0.0622
Si	0.0049	0.0301	-0.0054
Si	0.0231	0.0057	0.0285
Si	-0.0133	0.0119	0.006
Si	-0.001	-0.0332	0.0151
Si	0.0253	-0.0244	0.0155
Si	0.0197	-0.0098	-0.0053
Si	0.0279	-0.0162	0.0097
Si	0.0055	0.031	0.0031
Si	0.0151	0.0142	-0.0237
Si	0.0232	-0.0153	-0.0023
Si	0.034	0.0163	-0.006
Si	-0.0012	0.0148	0.0098
Si	0.0032	0.0362	0.0274
Si	-0.0063	-0.0041	0.0124
Si	-0.0022	-0.017	0.0148
Si	0.0218	-0.0372	0.0412
Si	0.016	-0.041	0.0016
Si	0.0159	-0.0418	-0.0122
Si	-0.0158	0.0016	0.0079
Si	0.035	0.0117	0.0242
Si	-0.0136	-0.0053	-0.0107
Si	0.0485	-0.0123	0.032
Si	0.0368	0.0008	0.0516
Si	0.0253	-0.0345	0.0175
Si	0.0061	0.0123	0.0266
Si	0.0239	0.0296	0.0041
Si	-0.0313	0.0225	0.0218
Si	-0.0072	0.0023	0.0436
Si	0.0003	0.0132	-0.0104
Si	0.023	0.0228	-0.0006
Si	-0.0074	-0.0229	-0.0213
Si	0.0204	0.0249	-0.0306
Si	-0.0053	0.0146	-0.0024
Si	-0.0249	0.0058	-0.0109
Si	0.0169	-0.0086	0.0173
Si	0.0299	0.0044	-0.0217
Si	-0.0146	-0.031	0.0191
Si	0.0205	-0.0473	-0.0127
Si	-0.0231	-0.0039	0.0184
Si	0.0192	0.0255	-0.0422
Si	-0.0466	0.0048	-0.0126
Si	0.0102	0.0021	0.003
Si	-0.0338	-0.0034	0.0192
Si	0.0246	0.007	-0.0403
Si	0.0023	-0.0274	-0.0109
Si	-0.0016	-0.0044	0
Si	0.0006	0.018	-0.0243
Si	-0.0327	-0.032	0.0457
Si	-0.0295	0.03	-0.022
Si	0.0219	0.0213	-0.0323
Si	0.0081	-0.0167	-0.0012
Si	0.0232	0.0401	0.0008
Si	-0.0313	0.0083	-0.0311
Si	0.0473	0.0013	-0.0164
Si	-0.0796	0.0067	0.0175
Si	-0.0011	-0.0314	0.0109
Si	0.0026	0.0849	0.0318
Si	-0.1252	-0.0719	-0.0588
Si	-0.2759	-0.2318	-0.4287
Si	-0.019	0.0671	-0.0055
Si	-0.044	-0.0162	0.0405
Si	-0.0257	-0.046	0.039
Si	-0.0314	-0.0189	-0.0049
Si	-0.0012	0.0187	-0.0206
Si	0.1086	0.0347	0.0078
Si	-0.031	-0.0303	-0.0143
Si	-0.0024	0.0079	0.0334
Si	0.0031	0.0326	0.0029
Si	0.0135	0.0296	0.0571
Si	-0.0214	-0.0497	0.0211
Si	-0.0167	0.0163	-0.0101
Si	0.0023	0.0247	0.0384
Si	0.0006	-0.0212	-0.0014
Si	-0.0477	0.0589	0.0407
Si	-0.0016	-0.0018	0.0029
Si	0.0222	0.0518	0.0218
Si	-0.0079	-0.0201	0.0775
Si	0.0388	-0.0187	0.0383
Si	-0.0109	0.0046	0.0537
Si	0.0034	-0.0345	0.042
Si	0.0347	-0.0311	0.0555
Si	-0.0278	0.0383	-0.0179
Si	-0.0192	0.0155	0.0207
Si	0.0234	-0.011	0.0301
Si	-0.059	0.0392	0.0357
Si	-0.0696	0.0357	-0.082
Si	-0.0585	0.0753	-0.0305
Si	-0.0348	0.0218	0.1142
Si	-0.0122	0.0088	0.1355
Si	0.0016	-0.0415	0.0182
Si	-0.2073	0.3569	-0.462
Si	0.0339	0.0021	0.1219
Si	0.2565	0.1187	-0.7125
Si	-0.3794	0.4439	0.0415
Si	-0.0058	-0.0648	0.1194
Si	0.243	-0.0299	-0.4923
Si	-0.0048	0.058	0.0569
Si	-0.1188	0.2963	-0.6336
Si	0.3151	-0.1942	-0.6034
Si	-0.0139	0.0213	0.0091
Si	0.0854	-0.1081	0.0194
Si	0.2273	-0.2313	-0.5821
Si	0.3871	-0.4596	-0.0013
Si	-0.4121	0.4614	-0.0201
Si	0.0297	-0.0372	-0.0052
Si	0.0645	-0.15	-0.6099
Si	-0.2003	0.1771	-0.4487
Si	-0.0107	-0.0359	-0.0134
Si	0.1594	-0.2317	-0.7501
Si	0.29	-0.188	-0.3872
Si	-0.1684	0.313	-0.4898
Si	-0.123	0.0074	-0.0552
Si	0.0135	0.0507	-0.0304
Si	-0.3542	0.3154	-0.2503
Si	-0.0697	0.0183	-0.03
Si	0.0171	-0.0672	0.0501
Si	-0.009	-0.0097	-0.0019
Si	0.3992	-0.2733	-0.2426
Si	-0.1379	0.2727	-0.7374
Si	0.1312	-0.0809	-0.7353
Si	-0.0527	-0.0144	-0.0063
Si	-0.0332	0.0377	0.0293
Si	-0.208	-0.2594	-0.3781
Si	-0.1709	0.3812	-0.5229
Si	-0.062	-0.1241	-0.7102
Si	0.0441	0.1136	-0.5906
Si	-0.0447	0.313	-0.0026
Si	0.0938	-0.0899	0.0894
Si	-0.3136	-0.2476	-0.2637
Si	-0.0074	-0.4027	-0.5971
Si	-0.0706	0.2701	-0.5819
Si	0.029	0.1808	-0.0001
Si	-0.1659	0.1273	-0.5585
Si	-0.5606	0.3136	0.1662
Si	0.4191	0.2112	-0.1007
Si	0.0927	-0.6462	-0.132
Si	-0.1366	0.2592	-0.5264
Si	0.0553	-0.0408	-0.0501
Si	-0.1989	0.3301	-0.604
Si	0.1811	-0.2788	-0.6036
Si	0.0752	0.2421	-0.6502
Si	-0.1538	-0.0335	-0.0274
Si	-0.0812	0.024	-0.1448
Si	0.1618	-0.0562	-0.5478
Si	0.2024	-0.3542	-0.5436
Si	0.0178	0.144	-0.6959
Si	-0.0414	-0.1079	-0.1844
Si	0.1621	0.2495	-0.4866
Si	0.1246	0.3158	-0.6053
Si	-0.0955	-0.0505	-0.0983
Si	0.1249	-0.0263	-0.1067
Si	0.0462	0.0632	-0.5667
Si	0.0814	0.072	0.0267
Si	-0.179	-0.2616	-0.449
Si	-0.0342	0.1071	-0.0863
Si	0.5863	0.1338	-0.5487
Si	-0.1321	0.0276	-0.0206
Si	0.038	-0.0062	-0.124
Si	0.0789	0.0617	-0.1884
Si	-0.016	0.0497	0.0012
Si	-0.0378	-0.0117	-0.1
Si	-0.3642	-0.2337	0.4598
Si	-0.0132	0.0715	-0.0488
Si	-0.0481	0.0115	0.1416
Si	-0.1424	0.5302	0.3405
Si	0.0481	-0.0822	0.041
Si	0.0121	-0.0034	-0.0434
Si	-0.0339	0.0316	-0.0718
Si	0.0279	0.1252	0.0161
Si	-0.1491	-0.0508	-0.0874
Si	-0.1256	-0.1025	-0.5306
Si	0.0742	-0.1109	-0.6515
Si	0.0314	-0.1272	0.0404
Si	-0.0453	-0.0567	0.0465
Si	-0.0746	0.0621	-0.0396
Si	-0.0608	0.05	0.0197
Si	-0.0514	0.093	0.029
Si	0.0926	0.0192	-0.0444
Si	0.0163	0.1059	0.0477
Si	0.0246	0.0626	0.0742
Si	0.7535	0.0786	-0.0647
Si	0.0086	0.0931	-0.0841
Si	0.0636	-0.0524	0.0543
Si	-0.049	-0.1102	-0.2287
Si	0.0306	0.0626	0.145
Si	0.0767	0.011	-0.0427
Si	0.0572	0.0352	0.0271
Si	0.0173	-0.1173	-0.0792
Si	-0.0055	-0.0956	-0.01
Si	0.0803	0.0317	-0.0501
Si	0.1347	-0.1605	-0.0287
Si	0.1116	-0.0002	-0.0386
Si	0.0195	-0.0728	-0.7454
Si	-0.0338	0.0472	0.0445
Si	0.0791	-0.0821	-0.1631
Si	0.0152	0.0861	0.6344
Si	0.0178	0.0352	-0.1118
Si	-0.0581	-0.0902	0.0662
Si	-0.3769	0.1393	0.4365
Si	0.1138	0.0263	0.0129
Si	0.1111	-0.1602	0.0166
Si	-0.0422	-0.0144	-0.154
Si	0.087	0.0344	-0.0367
Si	0.0345	-0.0216	-0.0047
Si	-0.013	0.0956	-0.1062
Si	-0.0179	-0.0001	0.0491
Si	-0.2986	0.5356	0.4291
Si	-0.0471	0.0457	0.0716
Si	0.0021	-0.0746	0.1829
Si	-0.0413	-0.0249	-0.1725
Si	-0.1029	-0.0376	-0.0233
Si	-0.0181	0.0295	0.0509
Si	-0.0864	0.0137	-0.0102
Si	-0.0614	-0.1369	0.0797
Si	-0.029	-0.0084	-0.1157
Si	0.3056	0.079	0.6883
Si	0.0661	-0.0581	-0.0135
Si	-0.3883	-0.3363	0.5117
Si	-0.1155	0.0853	0.0388
Si	-0.0137	-0.2005	-0.1477
Si	0.1499	-0.2231	0.6487
Si	-0.1175	-0.1166	0.0413
Si	0.0108	-0.0194	-0.0582
Si	0.096	0.0776	0.0213
Si	0.1171	-0.0218	-0.587
Si	0.1187	0.0201	0.0109
Si	0.394	-0.4403	0.3168
Si	-0.1203	0.0934	0.03
Si	-0.1011	0.2575	0.52
Si	0.1179	0.1207	-0.1302
Si	0.0795	-0.0036	0.0136
Si	0.0245	-0.0665	0.1447
Si	-0.0518	-0.0471	-0.1033
Si	-0.0405	0.0684	0
Si	-0.0042	-0.038	0.0117
Si	0.074	-0.0965	-0.0073
Si	0.0226	-0.0668	0.1171
Si	0.0695	0.0408	-0.0225
Si	0.0059	0.1441	0.0145
Si	0.0371	0.0522	0.0024
Si	-0.1042	-0.473	-0.263
Si	0.1532	-0.1327	0.7042
Si	-0.0274	0.0678	0.0007
Si	0.0698	-0.0259	-0.1475
Si	-0.1981	0.3306	0.5074
Si	-0.043	0.0013	0.1421
Si	-0.0445	-0.0782	0.0019
Si	-0.1734	0.0383	0.025
Si	0.1012	-0.0615	0.1653
Si	-0.0411	0.1246	0.0259
Si	-0.025	0.2031	-0.1263
Si	0.0616	0.1366	0.1298
Si	0.0218	-0.0407	-0.0605
Si	-0.0482	0.0934	0.0662
Si	-0.035	-0.0023	0.0892
Si	-0.2295	0.5499	0.4398
Si	-0.0178	0.0452	0.0247
Si	0.0272	-0.082	-0.0684
Si	-0.0524	0.1365	0.2403
Si	0.0042	-0.0609	0.0386
Si	-0.037	0.0089	0.029
Si	0.0511	0.0499	0.2196
Si	0.0308	-0.1198	0.0576
Si	0.0485	-0.1555	-0.0205
Si	0.0026	0.0019	-0.004
Si	0.0223	0.0139	-0.0002
Si	-0.0012	-0.0016	-0.0148
Si	0.006	0.0049	-0.0067
Si	0.0056	0.006	0.003
Si	-0.0096	-0.0022	-0.0005
Si	-0.0198	-0.0034	0.0011
Si	0.0085	0.0015	-0.0056
Si	-0.0177	-0.0112	0.0069
Si	-0.0112	-0.015	0.0079
Si	0.0118	0.0028	-0.0055
Si	-0.0033	0.0049	-0.0019
Si	-0.0053	-0.0074	0.0038
Si	-0.0252	-0.0119	-0.0024
Si	0.0248	0.0249	0.0035
Si	-0.0163	-0.0076	0.0086
Si	0.0064	-0.0007	-0.0059
Si	0.0155	0.0015	-0.008
Si	0.0164	0.0263	0.0019
Si	-0.0146	-0.0183	0.0019
Si	0.011	0.0123	-0.0023
Si	0.0095	0.0117	0.009
Si	-0.0162	-0.0147	0.0046
Si	0.0093	-0.0042	-0.0044
Si	0.0046	-0.0137	0.0031
Si	-0.0017	-0.003	0.003
Si	-0.0051	-0.0131	-0.0044
Si	-0.0042	-0.01	-0.0057
Si	0.0106	0.0119	0.001
Si	-0.0047	0.009	0.0065
Si	0.0072	0.0114	0
Si	-0.0304	-0.0176	-0.0058
Si	0.0255	0.0202	0.0018
Si	0.0162	0.0179	0.0027
Si	-0.0115	-0.0131	-0.0002
Si	-0.0072	-0.0069	-0.0064
Si	0.0009	0.0024	-0.0005
Si	0.0025	-0.0012	0.0037
Si	0.0058	-0.0067	0.0005
Si	0.0001	0.0082	0.0013
Si	-0.0014	-0.0026	-0.0002
Si	0.0001	-0.0067	0.0019
Si	0.0161	-0.0133	0.0033
Si	-0.0038	-0.0016	-0.004
Si	-0.0057	0.002	0.0015
Si	0.0053	0.0014	0.0066
Si	-0.0039	-0.0067	0.0005
Si	-0.0033	0.0099	0.0051
Si	-0.0001	-0.0027	0.0024
Si	0.0019	-0.004	0.0072
Si	-0.005	0.007	-0.0051
Si	0.0032	-0.0149	-0.0007
Si	-0.0008	-0.0055	-0.0045
Si	-0.0076	0.0097	-0.0036
Si	-0.003	-0.0083	-0.0018
Si	-0.0062	0.0014	0.0011
Si	0.0021	-0.0039	-0.0049
Si	-0.0046	0.0096	0.0039
Si	0.0139	-0.0008	-0.0069
Si	-0.0031	-0.0039	-0.0052
Si	0.007	0.0115	0.0011
Si	0.0043	-0.003	0.0017
Si	-0.0074	0.0143	-0.0065
Si	0.0024	0.0098	-0.0071
Si	-0.0021	-0.0104	0.0033
Si	0.0136	-0.0021	0.0049
Si	-0.0088	-0.007	-0.0005
Si	0.0072	0.0025	0.0051
Si	-0.004	-0.0071	-0.0066
Si	-0.0052	-0.0004	-0.0035
Si	0.0042	0.0103	-0.0002
Si	-0.0067	0.0043	0.0013
Si	0.005	-0.0016	-0.0017
Si	0.004	0.0061	-0.0037
Si	0.0017	0.0001	-0.0052
Si	0.0128	-0.0073	-0.0055
Si	-0.0025	0.0085	-0.0047
Si	0.0032	0.0134	-0.0021
Si	-0.0079	-0.0049	0.0028
Si	-0.0001	-0.0031	-0.0011
Si	-0.0096	-0.0014	-0.0028
Si	-0.0049	0.0008	0.0002
Si	0.0024	-0.0009	-0.0052
Si	0.0066	0.0054	-0.0026
Si	-0.0114	0.0015	0.0049
Si	-0.0003	0.0032	0
Si	0.0014	-0.0054	-0.002
Si	-0.0063	0.0125	0.0052
Si	0.0051	0.001	0.0007
Si	0.0036	-0.0047	-0.003
Si	0.0059	0.0067	-0.0018
Si	-0.0028	0.0032	0
Si	0.0042	-0.0063	0.0007
Si	-0.0054	-0.0113	0.0055
Si	-0.011	-0.0086	0.006
Si	0.0043	0.003	0.0038
Si	-0.0031	-0.0038	-0.0043
Si	0.0048	0.0053	0.0006
Si	0.0027	-0.003	-0.0037
Si	0.0002	-0.0031	0.0014
Si	0.0021	0.0078	0.0045
Si	-0.009	-0.0155	0.0013
Si	0.0007	0.0013	-0.0033
Si	-0.0094	-0.0096	0.0001
Si	0.0058	0.0055	0.0005
Si	-0.0006	0.0102	-0.0008
Si	0.0008	-0.0023	0.0018
Si	0.0036	-0.0063	-0.0037
Si	0.0015	-0.0023	0.0013
Si	0.0051	-0.006	0.0039
Si	-0.0035	0.0036	0.0007
Si	-0.0122	0.0068	0.0047
Si	0.0069	-0.0112	0.0055
Si	0.011	-0.0055	0.0077
Si	-0.0061	-0.0009	0.005
Si	-0.0018	0.003	0.0034
Si	0.002	-0.0068	-0.0015
Si	0.0019	-0.0006	-0.0005
Si	-0.0016	-0.0023	0.0014
Si	0.0016	0.0021	0.0034
Si	0.0016	-0.0071	-0.0021
Si	-0.0007	0.0095	0
Si	-0.0002	0.0017	0.0004
Si	0.0093	-0.0073	0.0003
Si	-0.0064	0.0035	-0.0006
Si	0.0016	-0.0004	-0.0027
Si	0.001	0.0023	-0.0021
Si	-0.0003	-0.0026	-0.0022
Si	-0.0051	0.0049	0.0009
Si	0.0003	0.0007	-0.0063
Si	-0.0082	0.0006	-0.0049
Si	0.0037	0.0041	-0.0062
Si	0.0003	-0.005	-0.0018
Si	0.0001	-0.0004	0.0005
Si	-0.0068	0.0002	-0.0051
Si	-0.0003	0.0067	-0.0005
Si	0.0047	0.0003	-0.0004
Si	-0.0027	0.0032	-0.0019
Si	0.0006	-0.0002	0.0012
Si	0.0033	-0.0018	-0.0007
Si	0.0027	-0.005	-0.0022
Si	0.0086	-0.0053	0.0013
Si	-0.0093	0.0064	0
Si	-0.0048	0.0051	0.0031
Si	0.0052	0.0021	-0.0048
Si	-0.0041	0.0011	-0.0072
Si	0.0068	0.0002	-0.0027
Si	0.0076	0.0051	-0.0008
Si	0.0008	0.002	-0.0068
Si	-0.0039	0.0053	-0.0044
Si	-0.0031	0.0036	0.003
Si	-0.0109	0.0014	0.0001
Si	0.0055	-0.0044	-0.004
Si	0.0012	0.0013	-0.0028
Si	-0.0093	0.0058	0.0035
Si	0.0012	0.001	0.0023
Si	0.0039	-0.0013	-0.0016
Si	-0.0041	-0.0082	0.0036
Si	-0.0041	0.0004	-0.0036
Si	-0.0035	-0.007	0.0027
Si	-0.0014	-0.0039	0.0011
Si	-0.0066	0.0049	0.0002
Si	-0.0009	-0.0067	-0.0007
Si	-0.001	-0.0008	0.002
Si	-0.0087	0.0029	0.0073
Si	0.0027	-0.0025	0.0041
Si	0.0062	0.004	0.0027
Si	0.0055	-0.0025	-0.0017
Si	-0.0035	0.0094	0.0007
Si	-0.0009	0.0015	0.0017
Si	0.0044	0.0017	0.0022
Si	0.0003	-0.0032	0.003
Si	-0.0051	-0.0033	0.0029
Si	0.0014	-0.005	-0.0001
Si	0.0009	-0.0011	0.0029
Si	-0.0009	0.0006	-0.0008
Si	0.0017	-0.002	0.0014
Si	0.0032	-0.0031	-0.0067
Si	0.0078	-0.0017	0.0031
Si	0.0006	-0.0033	0.0003
Si	0.0051	0.0008	0.0031
Si	0.0001	0.0004	-0.0018
Si	0.0073	0.001	0.0032
Si	0.0019	-0.0007	0.0071
Si	-0.0019	-0.005	0.002
Si	0.0042	-0.0009	0.009
Si	-0.0044	-0.006	0.0111
Si	0.0033	-0.0013	0.0093
Si	-0.0066	-0.0065	0.0026
Si	-0.004	0.0021	0.0035
Si	-0.0048	-0.0077	0.007
Si	0.0037	-0.0052	0.0066
Si	-0.0041	0.0032	0.0012
Si	0.0004	0.0009	0.0006
Si	0.0099	0.0009	0.0001
Si	-0.0059	-0.0035	-0.0005
Si	0.0037	0.0008	-0.0022
Si	-0.0006	-0.0023	-0.0007
Si	0.0071	0.0047	-0.0017
Si	-0.0046	0.0008	-0.0009
Si	-0.0005	0.0074	0.0014
Si	-0.0024	-0.012	-0.0065
Si	-0.0011	0.0034	-0.0008
Si	-0.0001	0.0084	-0.0053
Si	0.0016	-0.001	-0.0009
Si	-0.0004	-0.009	-0.0018
Si	-0.0021	-0.0005	-0.0071
Si	-0.0057	0.001	-0.0053
Si	0.0003	0.0077	-0.0053
Si	-0.0002	0.0005	-0.0032
Si	-0.0062	0.0012	0
Si	0.0025	0.0028	0.0024
Si	-0.0003	-0.0018	0.0051
Si	0.0027	0.0133	0.0023
Si	-0.0013	-0.0041	0.0014
Si	-0.0064	0.0079	0.0031
Si	-0.0057	0.0034	-0.0036
Si	-0.0138	0.0173	-0.0046
Si	0.0086	-0.0048	-0.0078
Si	0.0038	0.0031	-0.0049
Si	0.0115	0.0078	-0.0096
Si	0.002	-0.0036	-0.0045
Si	-0.0045	0.0067	0.001
Si	0.0037	0.0005	-0.0003
Si	-0.0061	0.005	-0.0056
Si	-0.0065	0.001	-0.0014
Si	0.005	0.0021	-0.0074
Si	0.007	-0.0055	0.002
Si	-0.0012	-0.0019	0.0003
Si	-0.0073	-0.0024	-0.0009
Si	-0.0069	0.0017	-0.009
Si	-0.0026	-0.0028	0.0077
Si	-0.0064	0.0033	0.0024
Si	-0.008	0.0039	0.0089
Si	-0.0023	-0.0073	-0.0007
Si	0.0013	-0.0047	0.0047
Si	0.0019	-0.0083	0.0053
Si	-0.0011	0.0075	0.0056
Si	-0.0015	-0.008	0.0093
Si	0.0045	-0.0072	0.0056
Si	-0.0034	0.0029	0.0004
Si	0.0014	0.0034	0.0065
Si	-0.0031	0.0047	0.0014
Si	-0.0054	0.0042	0.0066
Si	0.0012	-0.0065	0.0038
Si	-0.0001	0.0073	0.0044
Si	0.0073	-0.0044	-0.0041
Si	-0.0014	-0.0043	0.0022
Si	0.0065	-0.0043	0.0062
Si	0	-0.0083	0.0028
Si	0.0019	-0.0008	0.0001
Si	0.0094	-0.002	-0.0008
Si	0.0028	-0.0111	0.0078
Si	0.0027	-0.0007	0.0064
Si	-0.0042	-0.0081	-0.0031
Si	0.0027	0.0034	0.0047
Si	-0.0033	-0.005	0.0021
Si	-0.019	-0.0143	0.012
Si	0.0114	0.0041	0.0101
Si	0.0118	0.0091	0.0008
Si	0.0034	-0.011	-0.0002
Si	0.0152	0.0109	0.0041
Si	-0.0171	-0.0096	-0.0069
Si	0.0027	0.0011	0.0037
Si	0.0001	0.0027	-0.0005
Si	0.0049	-0.0018	-0.0055
Si	-0.0142	-0.0111	-0.0036
Si	-0.0029	-0.0013	-0.0009
Si	-0.006	-0.0067	-0.0006
Si	0.0164	0.0316	-0.0109
Si	-0.0137	-0.0189	-0.0041
Si	0.002	0.013	-0.0033
Si	-0.0136	0.0033	-0.0035
Si	0.0072	-0.0133	-0.0139
Si	0.0101	0.0147	-0.0027
Si	0.0026	0.0064	-0.0122
Si	0.0021	-0.0053	-0.0017
Si	-0.0145	-0.0093	-0.007
Si	-0.0029	-0.0031	-0.0031
Si	0.0072	0.0099	-0.0029
Si	-0.0147	-0.0131	-0.008
Si	-0.0001	0	-0.0014
Si	-0.0002	0.0021	-0.0008
Si	0.0139	0.0047	0.0003
Si	-0.0038	0.0041	-0.0022
Si	0.0043	0.0057	0.0061
Si	0.0004	0.0009	0.0031
Si	0.0031	0.0063	0.0114
O	0.2014	-0.1007	-0.0192
O	-0.2632	0.4684	-0.0513
O	-0.2579	-0.5255	0.1596
O	-0.3325	0.2001	-0.0978
O	-0.0568	-0.1085	0.2614
O	-0.2339	-0.5912	-0.1619
O	0.1447	-0.2694	0.7583
O	-0.5001	-0.4242	0.2433
O	0.5771	-0.285	0.0996
O	0.1052	0.3731	0.2597
O	0.0267	-0.4129	-0.1859
O	0.6769	0.2176	0.0025
O	-0.5201	0.0077	0.0982
O	-0.0561	0.0966	-0.0596
O	0.0955	-0.2123	0.0103
O	-0.2588	-0.2015	-0.2276
O	0.3448	0.4516	-0.3292
O	-0.5336	-0.2822	0.2314
O	0.0388	-0.221	0.4452
O	-0.1267	-0.1654	0.1895
O	-0.0671	0.0325	-0.037
O	0.5553	0.0296	0.0295
O	-0.4249	-0.3046	-0.183
O	-0.1527	-0.0754	0.5145
O	0.1563	0.0129	0.4658
O	-0.3387	-0.2935	0.4896
O	-0.0465	-0.2788	0.4213
O	-0.0399	0.0497	-0.078
O	-0.0232	-0.126	0.7328
O	-0.3296	-0.0227	0.1974
O	-0.0582	0.0143	0.3165
O	-0.0028	0.3703	0.1563
O	0.1509	-0.2143	0.2237
O	-0.0966	0.2	-0.0672
O	-0.4419	-0.2379	0.4532
O	-0.1919	0.3571	-0.0774
O	0.0467	-0.1024	-0.6436
O	-0.2038	0.3121	0.3782
O	0.1112	0.1454	0.4272
O	-0.0156	0.2287	0.2995
O	0.3286	0.2657	-0.2834
O	-0.1245	-0.0734	0.452
O	0.4717	0.1051	0.5802
O	-0.1583	0.1267	-0.1238
O	0.1397	0.5841	-0.4319
O	-0.0775	-0.1258	-0.1358
O	0.0168	-0.0151	-0.1012
O	-0.0218	0.0306	0.6492
O	0.3958	-0.0428	-0.2791
O	0.5145	0.0984	-0.2023
O	0.398	0.0445	-0.5458
O	0.3097	-0.1252	0.4871
O	-0.1922	0.0399	0.3625
O	0.5029	0.4523	-0.2423
O	0.4324	0.5873	0.1052
O	-0.0123	0.1465	0.3482
O	-0.1548	0.1857	0.0039
O	0.1615	-0.1406	0.3963
O	-0.146	-0.2935	-0.3374
O	0.2527	0.5651	-0.0464
O	-0.4951	0.1976	0.1046
O	-0.023	-0.19	0.2017
O	0.0073	0.1803	0.0221
O	-0.6434	-0.4805	-0.2263
O	-0.1225	-0.1579	0.0431
O	-0.0291	0.1095	0.1468
O	0.2774	-0.4084	0.4567
O	-0.2268	0.1272	0.0551
O	0.2173	-0.223	-0.1185
O	0.1406	0.4362	-0.0509
O	-0.216	0.2537	-0.4547
O	-0.0489	-0.5272	-0.3564
O	-0.0358	-0.3844	0.0384
O	0.1617	0.4818	-0.2222
O	-0.4383	0.2722	0.0222
O	0.2702	-0.2346	-0.2109
O	-0.2098	-0.4136	0.1541
O	-0.2743	0.0713	-0.0318
O	0.1416	0.0802	0.6137
O	-0.5941	-0.1824	-0.1603
O	0.0948	-0.0106	0.3339
O	-0.52	-0.3777	0.2413
O	0.2509	-0.4358	0.4248
O	0.247	0.3326	0.3352
O	0.2035	-0.2961	-0.2167
O	0.0221	0.4332	-0.2433
O	-0.3147	0.7137	0.3942
O	0.3929	-0.0587	0.1952
O	-0.237	-0.0294	0.0375
O	-0.0478	0.3718	-0.0763
O	0.3918	-0.2538	-0.0514
O	0.1182	-0.0796	-0.5916
O	0.0401	0.1663	0.2297
O	0.442	-0.3464	-0.1943
O	0.3644	0.0782	-0.6014
O	-0.2073	0.4736	0.4023
O	0.2944	-0.1636	-0.122
O	-0.2303	0.0717	0.4078
O	-0.205	-0.1733	0.2817
O	0.052	-0.0314	-0.2556
O	0.0488	-0.2914	0.2712
O	0.4417	-0.3459	0.1858
O	-0.7016	-0.1983	0.193
O	-0.221	0.624	0.1111
O	0.2874	-0.134	0.0146
O	-0.3367	0.0716	-0.2613
O	0.4731	-0.5466	-0.2316
O	-0.1168	0.4362	-0.1514
O	-0.3557	-0.4762	0.4855
O	0.2348	0.0451	-0.1165
O	0.052	-0.3277	-0.209
O	0.4429	-0.1687	0.2709
O	-0.071	0.2478	0.0469
O	0.3341	0.5301	0.2401
O	0.636	-0.1917	0.4045
O	0.2597	0.1219	0.4941
O	-0.2105	0.6255	0.0584
O	0.0879	0.2329	-0.0055
O	-0.1504	-0.2646	0.2363
O	0.1813	-0.1486	-0.2157
O	0.7754	0.0883	-0.1485
O	0.3635	-0.0407	-0.3544
O	-0.4813	0.067	-0.158
O	0.2166	0.0492	-0.003
O	0.02	0.6205	0.1918
O	0.1614	0.3258	0.1279
O	-0.8063	0.0141	0.0803
O	0.3377	-0.4287	-0.3291
O	0.0033	-0.0462	-0.0673
O	-0.1231	-0.6654	-0.0287
O	0.1533	-0.1704	0.4189
O	-0.4057	-0.3137	-0.2987
O	0.0138	-0.0822	0.4022
O	0.0951	-0.1926	-0.2614
O	0.2931	0.4143	0.4423
O	0.1991	-0.2145	-0.2494
O	0.2537	0.3213	0.2574
O	0.1971	-0.2271	-0.158
O	-0.0853	0.3454	0.5381
O	-0.1693	-0.0224	-0.2501
O	-0.3349	0.6838	-0.2511
O	0.1139	0.0965	-0.3192
O	0.5718	-0.4524	-0.4618
O	0.1078	0.4518	0.0566
O	-0.0597	-0.5995	-0.2378
O	-0.1562	0.3045	0.0549
O	0.2006	0.0908	-0.3548
O	-0.3528	0.2679	-0.3211
O	0.5511	0.0628	-0.3287
O	0.0306	0.1173	0.1226
O	0.4567	-0.2203	0.1211
O	0.0938	-0.1607	-0.0278
O	0.2556	-0.2917	0.0902
O	0.0388	-0.2966	-0.1106
O	0.0576	-0.176	-0.4399
O	-0.026	0.3144	0.2587
O	0.4452	-0.3367	0.575
O	-0.0952	-0.4011	0.1075
O	-0.295	-0.305	-0.2836
O	-0.3423	-0.1592	0.1547
O	-0.0849	-0.2011	0.5859
O	-0.2376	-0.1429	0.4285
O	-0.097	-0.1553	-0.4437
O	0.3526	0.3882	0.1486
O	0.3816	-0.2228	0.2307
O	-0.2388	0.7839	-0.1572
O	-0.4512	-0.5592	0.1894
O	-0.1053	0.1497	-0.518
O	-0.5362	-0.5952	-0.2316
O	0.0446	0.6718	0.0222
O	-0.0703	-0.1249	0.3005
O	-0.1111	0.2813	-0.4632
O	0.1676	-0.1229	0.5084
O	0.0905	-0.4489	-0.2496
O	0.1452	0.2762	-0.0936
O	-0.1026	0.019	-0.0289
O	0.671	0.0483	-0.1297
O	0.2078	0.306	0.1758
O	0.3275	-0.0813	-0.3258
O	0.2923	0.121	-0.2473
O	0.059	0.0864	0.1433
O	0.5341	-0.2637	-0.1836
O	-0.0441	0.5818	-0.0281
O	-0.1452	-0.0915	-0.2626
O	0.0863	0.3677	-0.306
O	0.3123	-0.292	-0.1483
O	0.0801	-0.0373	-0.0544
O	-0.3807	0.2649	-0.5062
O	0.0327	-0.1804	-0.312
O	-0.0909	0.4936	0.1113
O	0.2751	0.065	0.3199
O	-0.2618	-0.1695	0.3871
O	-0.5135	0.3182	0.247
O	-0.3175	-0.1386	0.0181
O	0.0997	-0.1558	0.0072
O	-0.3229	0.3216	-0.2992
O	0.235	-0.2786	0.2771
O	0.2586	0.1605	-0.2326
O	-0.1031	-0.2584	0.4291
O	-0.0651	-0.4401	0.0736
O	-0.2108	-0.5848	0.1739
O	0.1573	-0.0614	-0.731
O	0.0157	0.495	-0.1924
O	-0.1075	0.185	0.4806
O	-0.0957	-0.0018	-0.2536
O	0.2467	0.1411	0.1493
O	0.2853	-0.0507	-0.6471
O	0.1908	-0.1305	-0.2842
O	0.5133	0.2861	0.0616
O	-0.176	-0.2296	-0.1591
O	-0.1799	0.3127	0.6228
O	-0.4489	0.0003	-0.1147
O	-0.1195	-0.0623	-0.647
O	-0.0319	-0.2071	0.1763
O	0.5012	0.037	-0.095
O	-0.2737	-0.0819	0.1748
O	0.0508	0.1598	-0.2841
O	-0.201	-0.1747	-0.3616
O	-0.402	0.6446	0.1614
O	-0.5673	-0.0871	0.3238
O	0.1103	0.1512	0.4489
O	0.0679	0.3207	-0.211
O	0.1465	-0.3154	0.0551
O	0.4011	0.1539	-0.1502
O	0.2649	0.7104	0.063
O	0.0358	-0.3713	0.1315
O	0.6078	0.0273	-0.3772
O	-0.6072	-0.2264	-0.1511
O	-0.0676	-0.5571	-0.2014
O	0.3601	-0.512	-0.0707
O	0.1104	-0.2259	0.0059
O	-0.0275	0.1756	-0.017
O	-0.4801	-0.2386	0.2662
O	0.5358	-0.0594	-0.2185
O	-0.3519	0.2028	0.0593
O	-0.2239	-0.2709	0.0991
O	-0.1087	0.0713	-0.4902
O	-0.0946	-0.0706	0.3062
O	-0.3642	-0.0875	0.1138
O	-0.0235	-0.0305	0.0942
O	0.0534	-0.2959	0.0597
O	-0.3828	0.3149	0.0571
O	0.0352	0.5911	-0.0424
O	-0.6144	-0.4145	0.1893
O	0.0444	-0.1227	0.0824
O	-0.1608	-0.4308	0.1073
O	0.1345	-0.1125	0.0095
O	-0.3263	0.018	0.2548
O	0.0498	-0.12	-0.1529
O	-0.0281	-0.2365	-0.1295
O	0.1237	0.3058	-0.0566
O	-0.3593	0.2335	0.0621
O	0.281	0.0012	-0.3983
O	0.423	0.2503	-0.588
O	0.1168	-0.522	0.0575
O	-0.0012	-0.2267	0.0842
O	0.0335	-0.5103	0.034
O	-0.0184	-0.3761	-0.1908
O	0.075	0.6473	0.0345
O	0.0042	0.3988	0.6813
O	0.003	-0.4381	-0.5245
O	-0.5536	0.0619	0.0835
O	-0.0491	-0.1449	-0.3057
O	-0.6166	-0.1205	-0.5584
O	0.3408	0.2533	0.0886
O	-0.291	0.0791	-0.7473
O	-0.3611	0.1791	-0.1258
O	0.0832	0.1008	0.4828
O	0.2941	0.353	-0.2718
O	0.1638	-0.1388	0.0835
O	-0.0739	-0.0842	-0.0137
O	-0.4123	-0.4991	-0.2383
O	-0.5393	0.2575	0.3069
O	-0.4075	-0.2406	0.1426
O	-0.2813	0.1362	-0.1479
O	0.364	-0.1761	0.1751
O	0.0497	-0.626	0.3098
O	-0.0777	0.0014	0.5941
O	-0.4271	0.3567	0.3104
O	-0.2185	-0.0262	-0.1459
O	0.2726	0.4868	-0.0163
O	-0.2139	-0.4221	0.3062
O	0.6544	0.0425	-0.2094
O	0.03	-0.2449	-0.7049
O	0.2762	0.514	-0.2001
